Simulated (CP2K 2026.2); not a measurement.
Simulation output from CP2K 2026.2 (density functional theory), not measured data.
Periodic cell of 505 atoms, Si360O145, from a study of silicon, its oxide and their interface. The atomic structure is a simulated model.
Doubt: the forces sum to 3.27 eV/angstrom along one axis rather than to zero, so they err by at least 0.0065 eV/angstrom per atom on average; the grid cutoff is modest.

Settings
functional: PBE
method: Gaussian and plane waves
basis set: DZVP-MOLOPT-SR-GTH
pseudopotentials: GTH-PBE
grid cutoff: 300 Ry, relative cutoff 40 Ry
k points: Gamma only
occupations: fixed
spin: none
net charge: 0

Cell vectors (angstrom)
a 16.32 0 0
b 0 16.32 0
c 5.1863 4.7629 33.9802

Atoms and the computed forces on them: element, x, y, z (angstrom), force x, y, z (eV/angstrom)
Si -0.204 -0.081 2.646 -0.032 -0.067 -0.073
Si -10.052 3.951 -2.263 -0.031 -0.08 -0.018
Si -9.367 7.307 -0.474 -0.196 -0.158 0.748
Si 3.507 4.49 1.633 0.02 -0.023 -0.043
Si -0.114 -7.441 -1.598 0.012 0.097 -0.072
Si 5.155 0.592 0.002 -0.043 0.142 0.006
Si 1.83 6.182 1.444 -0.013 0.024 -0.048
Si 1.584 6.471 -0.883 0.217 -0.025 0.688
Si 6.259 7.189 1.71 -0.006 0.042 -0.002
Si 4.222 8.139 -1.375 0.037 0.041 0.232
Si 4.553 8.913 1.548 0.218 -0.108 0.457
Si -7.671 -2.229 2.856 0.136 0.174 0.552
Si -3.698 6.865 0.413 -0.205 -0.057 0.096
Si -7.7 2.588 -0.579 -0.021 0.034 0.097
Si -2.393 -1.912 -5.811 0.082 0.054 -0.011
Si 0.185 4.432 -2.631 0.08 0.071 -0.008
Si -7.68 -6.624 0.247 -0.138 -0.166 0.134
Si 0.781 -5.002 0.019 -0.051 -0.004 0.002
Si 2.45 1.224 -0.966 0.053 0.104 0.082
Si 2.511 2.7 2.78 -0.043 -0.046 -0.023
Si 0.014 5.278 2.668 -0.025 -0.019 -0.034
Si 2.747 7.986 2.731 0.013 -0.012 -0.033
Si -0.207 -5.66 2.867 0.135 0.039 0.687
Si 3.299 -2.199 2.784 0.024 0.101 0.634
Si 5.023 -0.477 2.888 -0.231 -0.1 0.524
Si -7.74 3.054 2.495 -0.272 -0.183 0.653
Si 5.298 5.411 2.825 -0.01 -0.002 0.026
Si -8.312 8.213 2.865 -0.29 -0.347 0.392
Si 5.405 10.811 2.756 -0.398 -0.372 0.333
Si -9.063 -3.873 0.74 0.033 -0.069 0.111
Si -5.907 -0.525 2.848 -0.192 -0.128 0.576
Si -2.75 2.683 2.737 0.455 0.289 0.261
Si -5.541 5.4 2.546 0.216 0.202 0.684
Si -2.414 8.49 2.816 -0.062 -0.206 0.793
Si -4.813 -4.786 2.931 0.183 0.129 0.769
Si -3.057 -3.102 3.012 -0.239 -0.138 0.468
Si -1.48 1.259 4.124 0.009 -0.014 -0.084
Si 1.266 4.035 4.226 -0.038 0.025 -0.049
Si -1.284 6.783 3.997 0.001 0.035 -0.045
Si 1.405 9.436 4.052 -0.042 0.027 -0.001
Si -1.348 -4.119 4.227 -0.028 -0.003 -0.019
Si 1.382 -1.322 3.931 -0.021 -0.029 -0.032
Si 4.014 1.341 4.014 0.007 -0.012 0.006
Si 6.86 4.039 3.895 0.077 0.007 -0.001
Si 4.04 6.762 4.258 0.019 0.02 -0.026
Si 6.775 9.604 4.251 0.011 -0.014 -0.107
Si 4.068 12.253 4.053 0.047 0.031 -0.031
Si -9.489 -1.353 4.113 0.049 -0.044 0.023
Si -6.793 1.383 3.943 0.019 -0.039 0.013
Si -4.038 4.191 3.976 -0.058 -0.019 -0.018
Si -6.765 6.86 3.981 0.028 -0.025 -0.052
Si -3.994 -6.672 4.111 -0.037 0.023 -0.056
Si -6.698 -3.975 4.128 -0.016 -0.018 -0.106
Si -4.167 -1.412 4.199 -0.005 -0.027 -0.045
Si -2.79 -0.046 5.506 -0.013 0.029 0.044
Si -0.107 2.651 5.486 0.002 -0.012 -0.005
Si -2.694 5.494 5.385 -0.005 0.004 -0.003
Si 0.055 8.096 5.441 -0.036 0.029 0.028
Si -2.68 -5.449 5.613 -0.004 0.001 0.003
Si 0.068 -2.682 5.393 0.021 0.012 0.006
Si 2.661 0.022 5.418 0.002 -0.023 0.013
Si 5.466 2.705 5.312 0.007 -0.006 -0.025
Si 2.666 5.394 5.547 0.005 -0.014 -0.005
Si 5.416 8.176 5.529 -0.005 -0.028 0.032
Si 2.702 10.885 5.4 0.026 -0.028 0.024
Si 5.506 -2.784 5.448 -0.054 0.024 0.003
Si -8.189 0.112 5.422 0.02 0.001 -0.05
Si -5.396 2.737 5.316 -0.033 0.042 0.037
Si -8.143 5.446 5.323 -0.035 0.011 0.009
Si -5.418 8.229 5.36 0.043 -0.047 0.019
Si -8.092 -5.359 5.465 -0.038 0.038 0.029
Si -5.457 -2.707 5.637 0.019 -0.008 0.021
Si -1.341 -1.377 6.795 0.002 -0.036 -0.022
Si 1.323 1.343 6.824 0.002 0.017 0.011
Si -1.417 4.086 6.799 0.015 0.005 -0.001
Si 1.347 6.781 6.876 -0.014 0.02 0.028
Si -1.305 9.456 6.845 0.005 -0.012 0.001
Si 1.36 12.243 6.781 0.016 -0.007 0.014
Si 4.083 -1.369 6.732 -0.01 -0.008 -0.002
Si 6.767 1.405 6.79 -0.024 0.011 0.018
Si 4.116 4.032 6.763 0.035 -0.026 0.032
Si -9.487 6.778 6.771 0.006 -0.02 -0.013
Si 4.054 9.563 6.828 -0.009 -0.012 -0.016
Si -9.474 12.254 6.857 0.013 -0.006 0.022
Si -6.853 -1.274 6.837 0.017 0.014 0.012
Si -4.115 1.39 6.793 0.012 0.042 0.01
Si -6.789 4.076 6.702 0.006 0 -0.029
Si -4.071 6.848 6.737 -0.007 -0.001 0.013
Si -6.765 -6.778 6.785 -0.014 -0.015 -0.011
Si -4.067 -4.084 6.924 0.006 -0.003 0.031
Si -0.015 -0.013 8.182 -0.006 -0.024 -0.007
Si 2.729 2.701 8.142 0.016 0.005 0.001
Si -0.034 5.415 8.182 -0.008 -0.007 0.014
Si 2.714 8.177 8.184 0.021 0.005 0.013
Si 0.024 10.873 8.166 -0.01 0.02 0.011
Si 2.738 -2.721 8.131 0.022 -0.003 -0.011
Si 5.418 0.006 8.128 -0.013 -0.035 -0.008
Si -8.158 2.757 8.117 0.002 -0.002 0.008
Si -10.862 5.423 8.126 -0.022 0.002 0.01
Si -8.138 8.161 8.125 0.01 0.001 0.007
Si -10.866 10.889 8.177 0.005 0.012 0.003
Si 8.151 -2.669 8.203 -0.002 0.007 0.015
Si -5.462 0.049 8.178 0.004 -0.012 0.011
Si -2.756 2.734 8.166 -0.021 0.003 0.006
Si -5.438 5.453 8.081 0.005 -0.005 -0.008
Si -2.716 8.136 8.175 -0.011 -0.003 0.001
Si -5.441 -5.459 8.217 -0.001 0.02 0.01
Si -2.682 -2.711 8.203 0.004 0.013 0.014
Si -1.375 1.343 14.955 0.005 -0.007 -0.008
Si 1.365 4.087 14.958 0 0.005 0.001
Si -1.357 6.798 14.966 -0.006 0.005 0.001
Si 1.373 9.506 14.957 0.007 -0.002 -0.006
Si -1.362 -4.081 14.95 0.001 0 -0.001
Si 1.342 -1.366 14.97 -0.003 0.001 0.003
Si 4.086 1.385 14.959 0.013 -0.005 0.01
Si -9.522 4.11 14.955 -0.019 0.007 -0.004
Si 4.095 6.814 14.954 0 -0.001 -0.016
Si -9.536 9.501 14.958 0.002 0.01 0
Si 4.066 -4.094 14.96 -0.006 0.007 0.005
Si 6.815 -1.357 14.946 0.003 -0.009 0
Si -6.791 1.389 14.947 -0.007 0 0
Si -4.081 4.076 14.969 0.006 -0.01 -0.005
Si -6.817 6.8 14.977 0.005 -0.007 0.004
Si -4.092 9.52 14.969 0.006 -0.004 0.001
Si -6.807 -4.084 14.953 0.001 0.007 -0.002
Si -4.065 -1.339 14.93 -0.007 0 -0.004
Si -2.727 -0.006 16.343 0.005 0.001 0.007
Si -0.015 2.713 16.288 -0.008 -0.007 -0.009
Si -2.726 5.441 16.322 0.019 0.002 -0.011
Si 0.015 8.154 16.321 -0.002 -0.011 -0.01
Si -2.72 -5.433 16.312 -0.004 -0.006 -0.016
Si -0.018 -2.737 16.334 -0.002 0.002 0.006
Si 2.716 0.013 16.291 -0.003 0.011 -0.004
Si 5.442 2.768 16.318 0.009 0.009 -0.012
Si 2.739 5.458 16.308 -0.005 -0.006 -0.004
Si 5.437 8.157 16.358 0.001 -0.01 0.008
Si 2.719 10.855 16.337 -0.005 0.014 -0.001
Si 5.449 -2.733 16.284 0.001 0.004 -0.008
Si -8.144 0.024 16.291 -0.012 -0.014 0.001
Si -5.439 2.728 16.342 0.014 0.014 0.009
Si -8.179 5.451 16.352 -0.008 0 0.004
Si -5.457 8.157 16.33 0.002 0.013 -0.007
Si -8.18 -5.459 16.301 0.003 -0.004 -0.004
Si -5.419 -2.704 16.269 -0.005 -0.008 -0.013
Si -1.37 -1.379 17.709 -0.022 0.007 0.016
Si 1.363 1.383 17.644 0.01 -0.016 -0.007
Si -1.367 4.061 17.658 0.003 -0.003 -0.008
Si 1.383 6.797 17.683 0.001 0.008 -0.006
Si -1.363 -6.809 17.659 -0.009 0.043 -0.008
Si 1.328 -4.125 17.685 -0.012 -0.042 0.008
Si 4.093 -1.356 17.612 0.026 0.001 -0.02
Si -9.492 1.407 17.637 -0.028 0.012 -0.026
Si 4.101 4.14 17.7 0.033 -0.009 -0.012
Si -9.523 6.808 17.747 -0.01 -0.008 0.015
Si 4.072 9.511 17.731 0.013 0.002 0.02
Si -9.553 -4.119 17.656 -0.013 -0.007 -0.005
Si -6.766 -1.344 17.621 0.018 0.016 -0.008
Si -4.09 1.357 17.711 -0.007 -0.017 0.012
Si -6.802 4.098 17.703 0.013 0.003 -0.003
Si -4.101 6.786 17.685 -0.01 -0.006 0.003
Si -6.827 9.519 17.678 -0.015 0 -0.016
Si -4.079 -4.051 17.649 0.004 -0.013 -0.025
Si 0.038 0.002 19.001 -0.017 -0.006 0.002
Si 2.7 2.78 18.993 -0.027 0.013 -0.014
Si 0.034 5.39 18.991 0.008 -0.03 -0.002
Si 2.706 8.147 19.097 0.016 0.009 0.015
Si -0.045 -5.481 19.083 0.025 0.006 -0.003
Si 2.756 -2.757 18.939 0.024 -0.007 0.002
Si 5.429 0.061 18.93 0.033 -0.01 -0.006
Si -8.122 2.704 19.057 -0.005 -0.006 0.008
Si 5.448 5.459 19.145 0.001 -0.005 0.019
Si -8.155 8.178 19.102 0.002 0.019 -0.009
Si 5.439 10.863 19.107 -0.006 -0.005 0.018
Si -8.151 -2.722 18.892 -0.025 -0.03 -0.016
Si -5.441 -0.032 19.07 -0.008 0.005 -0.008
Si -2.742 2.753 19.052 -0.008 -0.008 0.023
Si -5.481 5.476 19.088 -0.025 -0.009 -0.011
Si -2.724 -8.169 18.998 0.009 -0.001 0.024
Si -5.467 -5.396 18.966 -0.023 0.031 -0.003
Si -2.748 -2.741 19.085 0.016 0.004 0.012
Si -1.316 1.389 20.333 0.021 -0.006 -0.021
Si 1.398 4.115 20.436 0.015 -0.019 0.005
Si -1.367 6.709 20.284 -0.007 0.005 -0.014
Si 1.282 -6.871 20.466 -0.034 -0.028 -0.008
Si -1.4 -4.116 20.457 -0.021 -0.019 -0.03
Si 1.456 -1.392 20.281 -0.007 0.03 -0.01
Si 4.072 1.428 20.286 -0.013 0.016 0.017
Si -9.442 4.063 20.441 -0.01 0.038 -0.024
Si 4.086 6.864 20.525 0.045 -0.011 0.008
Si -9.494 9.522 20.501 -0.003 -0.009 0.019
Si 4.018 -4.087 20.406 -0.016 -0.009 0.025
Si 6.821 -1.335 20.168 -0.007 -0.006 -0.024
Si -6.818 1.29 20.447 -0.003 0.019 -0.022
Si -4.177 4.066 20.436 0.03 0.008 -0.028
Si -6.787 6.872 20.511 0.013 -0.029 -0.019
Si -4.106 -6.757 20.28 -0.008 0.029 0.013
Si -6.837 -4.033 20.308 0.019 -0.021 0.004
Si -4.099 -1.381 20.47 0.017 0.008 0.004
Si -2.645 0.016 21.697 -0.003 0 0.073
Si 0.028 2.737 21.752 0.011 -0.011 0.03
Si -2.786 5.498 21.689 -0.007 -0.037 0.04
Si -0.1 7.978 21.767 0.003 0.056 0.045
Si -1.875 -7.362 22.977 -0.071 -0.033 -0.012
Si 0.082 -2.716 21.625 -0.024 -0.009 0.067
Si 2.796 -0.004 21.627 0.034 -0.024 0.001
Si 5.468 2.671 21.717 0.045 -0.033 -0.001
Si 2.731 5.462 21.876 0.029 -0.031 0.022
Si 5.47 8.219 21.945 -0.029 -0.027 0.023
Si 2.613 -5.451 21.785 0.052 -0.007 0.085
Si 5.476 -2.619 21.537 -0.041 0.02 0.026
Si -8.231 -0.116 21.713 -0.031 0.04 0.064
Si -5.469 2.617 21.834 0.026 -0.008 0.072
Si -8.125 5.464 21.847 -0.01 -0.012 0.077
Si -5.402 -7.992 21.79 -0.005 0.019 0.028
Si -8.118 -5.363 21.775 -0.013 -0.014 0.031
Si -5.528 -2.754 21.784 0.007 0.078 0.075
Si -0.972 -1.099 22.896 -0.18 -0.022 -0.735
Si 1.237 1.098 22.963 0.057 0.218 -0.688
Si -1.622 3.918 22.962 0.189 0.159 -0.739
Si 1.255 6.692 23.269 0.003 -0.017 0.129
Si -2.8 -5.526 21.783 0.037 0.028 0.038
Si 1.17 -4.125 23.133 0.143 -0.064 -0.702
Si 4.57 -0.911 22.879 0.141 0.19 -0.478
Si -10.011 0.82 22.931 -0.186 -0.104 -0.591
Si 4.387 4.252 23.068 -0.215 -0.062 -0.734
Si -9.736 6.529 23.233 0.228 0.28 -0.77
Si 4.161 -6.535 23.175 0.297 0.207 -0.503
Si 6.914 -3.785 22.94 -0.289 -0.32 -0.227
Si -7.152 -1.674 23.146 0.072 0.102 -0.689
Si -3.719 1.576 23.059 -0.249 -0.17 -0.736
Si -6.78 4.037 23.163 0.003 -0.001 -0.705
Si -3.704 7.239 23.016 0.065 0.084 0.001
Si -6.302 -6.17 23.074 0.103 0.025 -0.508
Si -4.581 -4.522 22.992 0.003 -0.01 0.06
Si -1.65 -1.204 1.061 0.384 0.081 0.669
Si -2.108 -1.971 25.657 0.138 0.07 0.07
Si -6.276 -7.973 -5.847 -0.151 -0.182 0.075
Si -9.053 -7.85 -4.521 -0.145 -0.022 -0.047
Si -4.142 0.715 0.772 -0.033 0.029 0.153
Si 5.105 -6.084 -3.348 -0.028 -0.057 0.054
Si 0.029 -2.464 -1.221 0.001 -0.104 0.062
Si -10.161 -5.017 26.314 -0.282 -0.059 -0.393
Si -3.672 7.086 26.964 -0.06 0.007 0.073
Si 3.362 0.936 -5.597 -0.01 0.172 -0.005
Si -5.186 6.267 24.594 0.416 0.276 -0.343
Si -7.371 -6.222 26.11 0.131 -0.033 -0.165
Si 0.458 -6.163 -4.386 -0.025 -0.024 -0.01
Si -3.657 0.579 26.036 0.016 0.006 -0.026
Si -0.658 5.511 -5.455 0.064 -0.04 0.001
Si -10.202 1.743 -4.31 0.014 0.021 0.008
Si -4.876 -3.276 -4.836 0.041 -0.131 -0.014
Si -7.873 7.197 25.65 0.008 -0.043 -0.05
Si -6.258 -4.096 -2.511 0.034 -0.041 -0.017
Si -9.498 3.4 27.832 -0.1 0.03 0.008
Si 2.058 8.222 24.84 -0.11 -0.452 -0.488
Si 4.391 -3.231 27.661 0.093 -0.008 -0.099
Si 3.351 -6.37 -5.7 0.093 -0.065 0.024
Si -0.622 0.489 -5.575 0.017 0.027 -0.038
Si -2.143 4.338 -0.506 0.354 -0.368 0.461
Si -3.303 -7.222 -1.53 -0.069 -0.078 0.007
Si -6.514 -0.189 25.864 -0.008 -0.067 -0.024
Si -0.555 -6.33 24.599 -0.298 -0.24 -0.466
Si 0.331 5.17 24.848 0.071 0.504 -0.44
Si -8.354 2.142 25.147 -0.003 -0.066 -0.077
Si 3.573 -3.013 24.803 0.567 -0.543 -0.278
Si 2.549 2.875 25.07 0.003 0.009 -0.052
Si -8.598 -2.455 -3.158 0.044 -0.067 -0.067
Si 2.93 7.708 27.792 0.002 0.111 -0.064
Si 5.183 -4.701 24.258 -0.159 0.133 -0.098
Si 0.713 1.76 1.489 -0.138 0.271 0.507
Si 5.431 -3.437 -1.755 0.01 -0.083 0.05
Si -8.269 6.09 -2.74 0.108 -0.053 -0.003
Si 2.792 -2.95 -0.313 0.019 -0.067 0.094
Si -4.872 2.677 -4.551 -0.06 0.147 -0.084
Si -5.167 -5.423 -0.167 0.026 -0.061 0.053
Si -0.991 3.512 1.4 0.001 -0.03 0.064
Si -8.817 0.214 -2.038 -0.119 0.169 0.05
Si -4.717 -6.065 -4.045 -0.011 0.11 0.11
Si 1.251 1.58 -3.595 0.057 0.083 -0.005
Si -2.879 -6.394 26.616 0.023 -0.048 -0.011
Si -0.071 -3.087 -4.213 0.06 -0.012 0.003
Si -4.783 2.693 -1.347 0.027 0.028 0.012
Si -1.055 5.518 27.491 0.004 -0.102 0.035
Si 4.272 3.435 -0.253 -0.223 0.306 0.514
Si -6.168 -4.076 27.547 -0.02 0.073 -0.047
Si -6.471 5.38 -4.902 0.047 -0.032 0
Si -4.434 -3.972 25.27 -0.082 -0.255 -0.733
Si -7.383 -2.244 -6.047 0.071 0.043 -0.032
Si -1.376 1.369 9.517 0.012 0.025 -0.01
Si 1.366 4.066 9.509 0.009 0.01 -0.006
Si -1.377 6.777 9.547 -0.004 0.002 0.007
Si 1.368 9.529 9.548 -0.012 0.006 -0.006
Si -1.34 -4.094 9.54 -0.011 -0.021 -0.003
Si 1.37 -1.375 9.513 -0.008 -0.006 -0.006
Si 4.072 1.349 9.516 -0.008 -0.008 0.001
Si -9.51 4.089 9.507 0.01 -0.002 -0.002
Si 4.096 6.793 9.494 0.004 0.006 -0.003
Si -9.505 9.509 9.506 -0.018 -0.011 -0.001
Si 4.089 -4.064 9.521 0.002 0.006 -0.003
Si 6.769 -1.329 9.535 0.006 0.01 0.011
Si -6.825 1.4 9.52 -0.01 -0.003 0.004
Si -4.109 4.107 9.504 0.002 -0.013 -0.002
Si -6.783 6.8 9.484 0 0 -0.005
Si -4.068 -6.819 9.546 0.01 0 0.014
Si -6.805 -4.063 9.537 0.005 0.009 0.001
Si -4.077 -1.332 9.514 0.007 0.004 -0.011
Si -2.727 0.016 10.884 -0.005 0.001 0
Si 0.001 2.715 10.876 -0.001 -0.01 -0.003
Si -2.742 5.431 10.898 0.001 -0.002 0.009
Si -0.007 8.157 10.885 -0.002 0.01 0
Si -2.712 -5.447 10.895 0.01 0.007 0.006
Si 0.019 -2.729 10.884 0.008 -0.01 -0.005
Si 2.716 -0.007 10.883 0.003 -0.005 0.003
Si -10.876 2.721 10.862 -0.002 0.001 0
Si 2.724 5.441 10.859 -0.01 0 -0.004
Si -10.87 8.153 10.862 0.016 -0.003 0.001
Si 2.733 -5.428 10.886 0.007 -0.008 0
Si 5.43 -2.706 10.896 -0.01 0.005 0.006
Si -8.173 0.027 10.881 -0.003 0.01 -0.005
Si -5.457 2.749 10.874 -0.013 0.02 0.006
Si -8.15 5.452 10.857 -0.005 0.01 0.006
Si -5.439 8.142 10.885 0.006 -0.013 0.003
Si -8.166 -5.438 10.88 -0.009 0 -0.006
Si -5.428 -2.706 10.878 0.006 -0.002 -0.004
Si -1.355 -1.359 12.222 0.003 -0.002 -0.014
Si 1.356 1.356 12.242 -0.005 -0.002 0.002
Si -1.361 4.073 12.241 0.003 -0.004 0.004
Si 1.366 6.796 12.23 0.006 0.001 0.002
Si -1.358 9.513 12.256 -0.013 0.002 0.007
Si 1.368 -4.083 12.251 -0.007 0.011 0.001
Si 4.071 -1.353 12.259 -0.004 -0.006 0.013
Si -9.525 1.379 12.247 0.007 -0.017 0.006
Si -12.238 4.085 12.223 0.006 0.014 0.002
Si -9.511 6.802 12.223 -0.005 0.001 -0.005
Si -12.229 9.516 12.224 -0.002 0.006 -0.003
Si 6.793 -4.081 12.242 -0.001 0 0.004
Si -6.799 -1.344 12.227 0.001 -0.006 -0.005
Si -4.089 1.384 12.227 0.003 0.001 -0.011
Si -6.806 4.102 12.24 0.005 -0.007 0.002
Si -4.089 6.795 12.263 -0.004 -0.005 0.015
Si -6.804 9.514 12.236 0.003 0.01 -0.002
Si -4.079 -4.077 12.241 -0.002 0.006 -0.002
Si -0.007 -0.009 13.597 -0.019 -0.014 -0.002
Si 2.722 2.729 13.589 -0.002 -0.008 0
Si 0.002 5.442 13.595 -0.004 0.003 0.001
Si 2.731 8.159 13.586 0 0.01 -0.003
Si 0.009 10.874 13.607 0.006 0.004 0
Si 2.711 -2.72 13.615 0.004 -0.006 0.006
Si 5.442 0.013 13.606 0.001 0.007 0
Si -8.164 2.746 13.599 -0.002 0.012 0.001
Si -10.877 5.453 13.582 0.02 -0.001 -0.007
Si -8.165 8.154 13.599 -0.016 -0.008 -0.004
Si -10.887 10.871 13.6 -0.01 -0.007 0.001
Si 8.168 -2.717 13.584 0.008 0.003 -0.004
Si -5.44 0.022 13.586 0.012 0.01 -0.003
Si -2.726 2.719 13.602 -0.003 -0.01 0
Si -5.452 5.44 13.622 -0.005 -0.003 0.005
Si -2.724 8.16 13.615 0.004 0.007 0.006
Si -5.444 -5.444 13.595 -0.001 -0.001 0.007
Si -2.709 -2.714 13.586 0.004 0.003 -0.005
O -7.872 3.327 24.154 -0.334 0.126 0.082
O -6.015 -5.545 -3.212 -0.477 -0.273 0.179
O -1.304 -6.739 2.293 0.189 -0.174 -0.69
O -3.13 7.92 1.485 -0.144 0.095 -0.374
O 0.466 -7.067 -3.052 0.15 -0.143 -0.173
O -10.773 -0.172 1.357 0.624 -0.185 -0.1
O 4.211 6.721 27.857 0.468 0.119 -0.343
O -10.04 -4.42 1.896 -0.105 -0.002 0.209
O 5.261 2.204 0.213 0.601 0.019 0.067
O -3.912 1.951 1.802 -0.208 0.413 0.122
O -1.223 4.392 -1.837 -0.237 -0.115 -0.143
O -7.519 -7.167 1.761 0.341 0.046 0.19
O -6.214 -6.642 -0.418 0.176 -0.512 -0.492
O -5.192 -5.012 1.369 -0.26 0.183 -0.214
O 5.271 -4.972 -2.205 0.092 -0.162 0.378
O 2.302 -4.504 -0.239 0.464 -0.261 -0.315
O -1.426 -6.143 25.949 0.32 0.123 0.181
O 2.091 -3.301 24.2 -0.454 0.074 0.084
O -8.267 -2.193 -4.701 -0.025 -0.003 -0.154
O 1.396 3.969 24.9 -0.057 -0.128 0.042
O 3.766 -7.936 -5.84 -0.381 -0.314 0.256
O 3.892 3.472 24.409 0.338 -0.037 0.207
O -9.207 0.739 -3.527 0.138 -0.095 -0.298
O -8.289 6.264 -1.121 0.358 -0.258 0.387
O -6.574 7.123 24.678 -0.124 0.306 -0.529
O 0.291 7.367 -1.248 -0.651 -0.265 -0.18
O -8.126 -1.218 -2.238 0.323 -0.11 0.082
O -5.363 -0.191 1.326 -0.242 -0.141 -0.475
O -3.83 -5.215 26.12 0.085 -0.217 -0.144
O 2.303 1.877 -4.796 -0.006 0.42 -0.251
O -4.929 6.066 1.154 -0.016 -0.028 -0.176
O -8.318 -2.734 23.639 -0.112 -0.179 0.47
O 1.84 -6.272 -5.186 0.004 0.218 0.107
O -8.167 -5.096 0.224 0.22 0.147 -0.339
O -5.741 1.42 -5.101 -0.254 -0.29 0.492
O -1.809 4.443 -5.797 -0.005 0.217 -0.025
O -3.608 -7.788 26.23 -0.292 0.051 -0.464
O -1.459 -1.91 24.2 -0.154 -0.317 -0.019
O -1.625 4.011 27.648 0.072 -0.013 -0.079
O 0.197 -4.645 -3.939 0.097 0.054 0.304
O 0.138 5.609 26.399 0.268 0.135 0.041
O 3.399 -7.299 24.421 0.235 0.13 0.308
O -9.938 -3.289 -0.464 -0.12 0.225 0.095
O -2.697 2.79 23.428 0.045 0.13 0.333
O 3.054 2.728 -1.064 -0.309 0.331 -0.492
O 1.336 5.084 -1.691 0.38 -0.285 -0.101
O -9.47 1.213 24.433 -0.272 -0.11 0.47
O 0.587 -6.51 -0.48 -0.017 -0.18 0.51
O -0.212 -4.013 -0.79 -0.556 -0.232 -0.544
O -0.228 -2.317 -2.8 -0.418 0.675 -0.198
O 2.004 0.754 -2.431 -0.172 -0.727 -0.324
O -7.739 -7.466 -5.366 0.007 0.492 0.096
O -3.374 2.511 -5.117 0.152 -0.234 0.286
O -0.943 -1.523 -0.358 -0.256 0.531 -0.436
O 4.1 -1.541 24.335 -0.037 0.326 0.503
O -6.462 -1.016 24.466 0.484 0.014 0.045
O -4.031 0.881 24.49 -0.486 -0.137 -0.072
O -5.837 -3.596 26.02 -0.188 0.129 -0.422
O -3.712 -5.955 -0.602 0.348 0.188 0.047
O -10.678 4.468 27.48 -0.072 0.316 -0.856
O -8.788 3.44 -1.399 0.056 0.143 0.124
O -8.511 7.551 -3.331 0.289 0.263 0.094
O -7.787 6.078 26.807 0.056 -0.227 0.004
O 5.104 4.409 -1.243 -0.103 0.624 -0.126
O -5.456 -2.964 -3.353 0.105 0.591 0.263
O 0.792 -7.11 25.042 0.07 0.153 0.056
O -10.183 0.116 -1.175 0.054 -0.411 -0.144
O 4.235 -7.289 -2.709 -0.655 0.082 -0.403
O -9.162 7.034 24.683 -0.226 0.14 0.299
O -6.659 4.255 2.182 0.067 0.152 -0.348
O 3.61 0.255 -0.38 -0.21 -0.667 0.156
O -8.125 -2.705 1.343 -0.008 0.158 -0.151
O 2.886 -0.6 -5.473 0.349 -0.246 0.528
O -3.536 -2.668 25.506 -0.304 0.167 0.008
O -2.41 -2.551 1.586 0.044 -0.321 -0.387
O -8.107 2.504 0.996 -0.063 -0.444 -0.097
O -5.622 4.798 24.049 0.423 -0.187 -0.007
O -4.859 2.607 -2.948 -0.112 -0.122 0.055
O -1.104 4.588 24.358 -0.092 0.172 0.587
O -9.516 5.157 -3.173 -0.43 0.236 -0.511
O -5.121 -7.085 -5.196 0.273 0.034 -0.037
O -10.197 -2.647 -2.985 -0.295 0.177 -0.45
O 2.855 2.522 26.598 0.273 -0.282 -0.082
O -7.821 5.112 -5.767 -0.479 -0.205 0.268
O -9.758 -6.561 -3.865 0.395 0.501 -0.213
O 1.132 -2.468 -5.09 0.335 -0.027 0.266
O -1.707 -7.347 -1.52 0.031 -0.192 -0.094
O 0.647 2.945 -3.011 -0.272 -0.199 0.413
O -7.911 -7.705 26.416 -0.32 -0.04 0.615
O -1.285 7.01 -5.5 -0.645 0.151 0.05
O 0.101 0.019 23.431 0.103 0.042 0.43
O -3.165 1.939 26.77 -0.218 0.307 -0.278
O -6.131 -3.265 -5.865 -0.177 -0.474 -0.581
O -2.433 -0.478 26.199 0.244 -0.034 0.14
O -10.86 5.386 23.569 0.024 -0.047 0.225
O 0.477 -4.894 1.603 0.232 0.38 0.058
O -3.565 3.654 -0.895 -0.312 0.316 -0.163
O -5.057 -0.057 26.583 0.005 -0.262 0.413
O 4.828 1.028 -4.943 0.105 -0.364 -0.114
O 2.353 7.597 26.297 0.169 -0.511 -0.083
O -2.202 6.48 26.916 0.017 0.276 -0.36
O -6.567 -6.287 24.705 0.174 -0.204 0.259
O -1.436 -2.944 -5.044 -0.145 -0.479 -0.145
O 4.003 -2.815 -1.359 -0.161 0.284 -0.316
O -5.641 -4.138 -1.026 0.036 0.599 0.392
O -5.454 4.129 -5.038 0.096 0.109 -0.272
O -4.005 7.741 -0.932 -0.519 -0.085 -0.233
O -7.036 1.301 25.526 0.277 0.329 0.225
O -0.017 -4.926 23.947 -0.3 0.231 -0.044
O 1.154 1.249 -0.011 -0.133 -0.039 -0.161
O -2.527 5.827 0.02 0.211 -0.053 -0.194
O -10.448 -3.584 27.06 0.444 0.515 0.227
O 4.181 -7.23 -0.056 -0.302 0.325 -0.139
O -1.972 -0.386 -5.509 -0.385 0.215 0.072
O -4.501 1.234 -0.707 0.05 -0.357 -0.415
O -3.732 -6.867 -3.05 0.241 -0.268 -0.523
O -8.735 -7.512 -0.576 -0.02 0.319 -0.308
O 1.556 -2.061 -0.855 0.16 0.586 -0.078
O 3.187 -2.491 1.176 -0.062 0.411 -0.186
O -3.889 -2.097 -5.27 -0.137 0.455 0.36
O -2.761 -0.092 0.708 -0.084 0.287 -0.032
O -0.02 5.266 -3.996 0.155 0.15 0.062
O -9.043 2.722 26.464 0.157 -0.176 -0.051
O -6.53 -5.658 27.384 0.313 -0.587 0.325
O -4.646 6.12 26.116 0.094 -0.633 0.063
O -10.729 7.279 -1.363 0.041 -0.636 -0.325
O -5.923 6.808 -5.456 0.532 -0.007 0.08
O -10.689 2.827 -3.223 -0.477 -0.033 -0.026
O -10.088 7.655 -5.452 0.228 -0.078 0.254
O 4.279 -5.577 -4.633 0.06 0.772 -0.016
O 3.398 -2.957 26.419 -0.552 0.176 0.37
O -10.647 -6.161 27.372 0.285 -0.377 -0.078
O -4.12 -4.721 -4.762 0.563 -0.028 -0.296
O -1.107 -2.88 26.549 0.243 -0.516 -0.268
O 2.948 7.157 -1.43 0.145 -0.347 -0.584
O 2.041 1.551 24.308 0.289 -0.319 0.272
O -8.602 -5.194 25.965 0.028 0.394 -0.238
O -6.214 3.208 -0.768 -0.009 0.534 0.121
O -7.742 1.116 -1.246 0.613 -0.459 -0.187
O -7.578 -0.888 26.854 -0.447 0.162 -0.311
O -9.384 2.453 -5.504 0.221 0.502 0.036
O -0.716 -6.703 -5.364 -0.533 0.128 0.135
O -6.886 5.497 -3.333 0.521 -0.019 0.287
O 0.035 0.649 -4.108 -0.313 -0.374 0.52
O -7.832 -3.765 -2.582 -0.305 -0.392 0.187

Results
total energy: -102095.100 eV
total energy less fixed offsets of O -438.25, Si -107.07 eV per atom: -3.650 eV
